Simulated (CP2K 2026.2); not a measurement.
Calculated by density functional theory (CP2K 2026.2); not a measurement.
Periodic cell of 504 atoms, Si360O144, from a study of silicon, its oxide and their interface. The atomic structure is a simulated model.
Doubt: the forces sum to 2.02 eV/angstrom along one axis rather than to zero, so they err by at least 0.0040 eV/angstrom per atom on average; the grid cutoff is modest.

Settings
functional: PBE
method: Gaussian and plane waves
basis set: DZVP-MOLOPT-SR-GTH
pseudopotentials: GTH-PBE
grid cutoff: 300 Ry, relative cutoff 40 Ry
k points: Gamma only
occupations: fixed
spin: none
net charge: 0

Cell vectors (angstrom)
a 16.32 0 0
b 0 16.32 0
c 2.0942 -5.6674 33.826

Atoms and the computed forces on them: element, x, y, z (angstrom), force x, y, z (eV/angstrom)
Si 1.7 -1.586 -0.062 -0.165 0.104 0.743
Si 4.35 1.1 0.135 -0.075 0.148 0.815
Si 1.152 4.233 0.011 0.261 -0.186 0.721
Si 3.843 7.192 0.166 -0.004 -0.249 0.72
Si 1.48 -7.085 0.086 -0.057 0.168 0.78
Si 3.736 -3.997 -0.006 0.206 -0.032 0.732
Si 6.503 -1.131 0.088 0.116 -0.203 0.867
Si 9.135 1.565 0.013 0.177 -0.088 0.765
Si 7.108 3.96 0.025 -0.252 0.057 0.643
Si 9.222 7.073 0.014 0.139 -0.057 0.743
Si 6.884 9.195 -0.027 0.017 0.253 0.717
Si -6.493 -4.249 0.264 -0.161 -0.104 0.772
Si -3.724 -1.599 -0.012 -0.182 0.128 0.742
Si -1.636 1.694 0.173 0.025 -0.125 0.765
Si -3.993 3.744 0.112 -0.048 0.241 0.671
Si -1.001 6.488 0.126 -0.251 0.064 0.85
Si -4.332 -6.45 0.019 0.145 -0.141 0.779
Si -1.472 -3.788 0.063 0.052 -0.186 0.749
Si 2.759 -0.053 1.383 0 -0.011 -0.055
Si 5.509 2.756 1.32 0.013 0.045 -0.025
Si 2.72 5.452 1.305 0.042 -0.029 -0.054
Si 5.417 8.223 1.521 0.023 -0.014 -0.013
Si 2.601 -5.46 1.398 -0.019 -0.043 -0.033
Si 5.366 -2.803 1.279 -0.046 0.017 -0.036
Si 8.078 0.01 1.41 -0.002 -0.007 -0.054
Si -5.528 2.595 1.396 -0.079 -0.024 -0.032
Si 8.189 5.483 1.412 0.009 0.042 -0.021
Si -5.468 8.223 1.277 0.018 -0.015 -0.055
Si 8.102 10.832 1.263 0.012 -0.022 -0.033
Si -5.286 -2.68 1.451 0.034 0.031 -0.045
Si -2.707 -0.001 1.387 -0.004 0 -0.055
Si -0.004 2.765 1.432 0.019 0.011 -0.046
Si -2.746 5.394 1.297 -0.01 0.023 -0.076
Si 0.039 8.064 1.483 -0.012 0.004 -0.046
Si -2.672 -5.399 1.324 0.009 0.027 -0.059
Si 0.062 -2.614 1.347 0.033 0.019 -0.043
Si 1.373 1.34 2.7 0.012 0.008 -0.01
Si 4.094 4.09 2.655 0.013 -0.009 0.011
Si 1.414 6.74 2.809 0.005 -0.002 0.025
Si 4.056 9.614 2.796 -0.022 0.014 0.013
Si 1.295 -4.066 2.745 -0.003 -0.004 0.02
Si 4.079 -1.434 2.743 0.013 0 0.041
Si 6.783 1.398 2.781 -0.001 -0.016 0.031
Si 9.547 4.09 2.743 -0.007 -0.008 0
Si 6.769 6.775 2.785 -0.001 -0.013 -0.003
Si 9.482 9.525 2.695 0.017 0.013 0.032
Si 6.783 12.22 2.648 0.004 -0.007 -0.036
Si -6.778 -1.339 2.693 -0.012 -0.002 0.002
Si -4.138 1.28 2.756 0.025 0.028 0.022
Si -1.391 4.111 2.772 -0.005 -0.005 0.025
Si -4.091 6.819 2.621 -0.026 0.005 -0.009
Si -1.371 -6.815 2.695 -0.002 0.019 -0.012
Si -3.968 -4.061 2.797 0.01 -0.023 0.034
Si -1.292 -1.294 2.745 -0.007 -0.005 0.023
Si 0.032 0.039 4.122 -0.01 -0.025 0.008
Si 2.74 2.721 4.036 -0.01 0.02 -0.019
Si -0.008 5.434 4.138 -0.019 -0.006 -0.012
Si 2.74 8.17 4.122 0.021 -0.024 -0.02
Si -0.037 -5.452 4.09 0.013 0.019 -0.014
Si 2.7 -2.749 4.11 0.013 0.023 -0.019
Si 5.426 -0.018 4.088 -0.009 0 -0.035
Si 8.169 2.745 4.113 -0.014 -0.005 -0.024
Si 5.41 5.412 4.105 0.018 0.001 0.004
Si 8.16 8.157 4.093 0.008 0.02 -0.032
Si 5.45 10.936 4.113 -0.019 0.01 -0.003
Si 8.161 -2.73 4.012 -0.007 0.005 -0.004
Si -5.471 -0.03 4.138 0.022 -0.006 0.004
Si -2.752 2.696 4.074 0.016 -0.004 -0.02
Si -5.406 5.466 4.058 0.01 -0.019 -0.011
Si -2.747 8.156 4.039 -0.012 -0.014 -0.008
Si -5.44 -5.432 4.057 -0.016 0.011 -0.046
Si -2.633 -2.688 4.122 -0.007 -0.007 -0.007
Si 1.362 -1.347 16.343 0.003 0 0.008
Si 4.044 1.357 16.332 -0.002 -0.002 0.001
Si 1.361 4.054 16.36 -0.009 -0.006 0.005
Si 4.071 6.786 16.327 0.009 -0.009 0.014
Si 1.357 -6.793 16.337 -0.004 -0.004 0.005
Si 4.064 -4.061 16.312 0.011 -0.01 0.003
Si 6.763 -1.369 16.288 0.001 -0.016 -0.003
Si -6.788 1.391 16.282 0.009 0.013 -0.002
Si 6.779 4.08 16.293 -0.001 -0.011 0
Si -6.803 6.823 16.26 0.007 0.013 -0.005
Si 6.792 9.521 16.267 -0.006 0 -0.002
Si -6.798 -4.081 16.269 0.002 -0.007 0.012
Si -4.04 -1.372 16.302 -0.006 0.012 -0.001
Si -1.318 1.347 16.358 -0.005 0.01 0.015
Si -4.057 4.074 16.294 -0.006 0.009 -0.006
Si -1.344 6.789 16.339 0 0.005 0.002
Si -4.079 9.497 16.272 0.004 -0.015 -0.014
Si -1.367 -4.077 16.346 -0.001 0.029 0.016
Si 2.717 -0.006 17.742 -0.004 0.025 0.013
Si 5.379 2.755 17.659 -0.011 0.009 0.022
Si 2.709 5.432 17.712 0.025 -0.01 0.01
Si 5.468 8.148 17.638 -0.021 0.022 0.017
Si 2.727 -5.424 17.679 0 0.004 0.025
Si 5.384 -2.685 17.694 -0.005 0.022 0.01
Si 8.136 0.021 17.568 0.006 0.008 0.006
Si -5.396 2.718 17.663 -0.003 -0.02 0.009
Si 8.179 5.442 17.595 -0.008 0.02 0.01
Si -5.476 8.194 17.633 0.012 -0.011 0.025
Si 8.123 10.91 17.609 0.023 -0.016 0.013
Si -5.391 -2.766 17.617 0.006 0.02 0.019
Si -2.692 -0.021 17.694 0.007 -0.018 0.002
Si 0.05 2.675 17.764 0.004 -0.021 0.03
Si -2.715 5.418 17.675 -0.02 -0.005 0.037
Si 0.015 -8.165 17.708 0.004 -0.006 -0.001
Si -2.735 -5.494 17.654 -0.038 -0.005 0.014
Si -0.001 -2.696 17.701 -0.011 -0.008 0.028
Si 1.414 1.311 19.198 -0.014 0.031 0.002
Si 4.053 4.095 19.11 0 -0.027 0
Si 1.382 6.81 19.085 0.012 0.01 0.007
Si 4.124 -6.801 18.989 -0.003 0.007 -0.055
Si 1.378 -4.042 19.046 0.037 -0.021 -0.044
Si 4.042 -1.356 19.149 -0.007 -0.01 0.01
Si 6.732 1.34 18.922 0 -0.041 -0.038
Si -6.781 4.105 18.951 0.027 0.017 -0.012
Si 6.849 6.782 18.973 -0.007 0.007 -0.038
Si -6.854 9.578 18.981 0.02 0.002 -0.031
Si 6.777 -4.049 18.976 0.003 -0.022 -0.001
Si 9.574 -1.31 18.839 0.001 0.018 -0.032
Si -4.029 1.36 19.041 0.006 0.01 -0.022
Si -1.346 4.056 19.057 -0.017 0.016 -0.056
Si -4.134 6.8 18.962 -0.007 -0.011 -0.041
Si -1.368 -6.812 19.046 -0.014 0.011 0.011
Si -4.134 -4.207 19.027 -0.038 -0.018 -0.015
Si -1.373 -1.381 19.106 0.006 0.005 -0.003
Si -0.003 -0.066 20.555 -0.018 -0.022 0.043
Si 2.772 2.723 20.595 0.019 -0.008 0.031
Si -0.017 5.468 20.416 -0.033 0.004 0.059
Si 2.813 8.154 20.401 0.033 0.019 0.057
Si 0.034 -5.447 20.363 -0.019 0.006 0.032
Si 2.68 -2.719 20.543 -0.012 0.012 0.078
Si 5.42 0.061 20.439 -0.011 0.037 0.077
Si 8.136 2.711 20.162 -0.013 0.008 0.022
Si 5.504 5.477 20.372 -0.01 -0.045 0.037
Si 8.173 8.174 20.317 0.041 0.001 0.064
Si 5.467 -5.421 20.356 0 0.005 0.071
Si 8.165 -2.592 20.15 -0.009 0.021 0.038
Si -5.41 -0.036 20.298 0.004 0.019 0.053
Si -2.68 2.678 20.458 0.02 -0.022 0.043
Si -5.484 5.453 20.368 0.017 0.043 0.05
Si -2.811 -8.146 20.334 -0.054 -0.002 0.04
Si -5.623 -5.41 20.476 -0.03 0.028 0.061
Si -2.697 -2.923 20.338 0.074 0.006 0.005
Si 1.032 -1.701 21.946 0.171 0.185 -0.717
Si 4.479 1.65 21.913 -0.379 -0.208 -0.71
Si 1.113 3.925 21.774 0.238 0.129 -0.744
Si 4.481 7.107 21.711 -0.126 -0.102 -0.77
Si 1.653 -6.554 21.622 -0.061 -0.15 -0.8
Si 3.886 -4.354 21.72 0.109 0.182 -0.786
Si 7.141 -1.025 21.544 -0.213 -0.117 -0.865
Si -7.025 1.201 21.465 0.271 0.019 -0.75
Si 6.702 3.869 21.576 0.061 0.17 -0.781
Si -6.613 7.057 21.69 -0.113 -0.215 -0.81
Si 6.675 -6.955 21.652 0.121 0.119 -0.696
Si 9.514 -3.662 21.688 -0.099 -0.355 -0.726
Si -4.316 -1.757 21.479 0.033 0.111 -0.728
Si -1.067 1.598 21.845 -0.293 -0.239 -0.763
Si -3.88 4.307 21.628 -0.176 -0.179 -0.821
Si -1.711 6.567 21.628 0.129 0.138 -0.83
Si -4.424 -7.037 21.657 0.079 0.121 -0.839
Si -1.139 -4.013 21.793 -0.169 -0.092 -0.731
Si -3.73 -4.343 -6.796 0.047 -0.137 -0.005
Si -1.214 1.278 -2.749 0.014 -0.065 0.076
Si -4.531 5.018 -4.85 0.013 0.02 0.004
Si 7.628 -2.711 23.929 0.138 -0.091 -0.289
Si 7.046 0.036 -7.072 -0.076 0.03 0.062
Si 0.332 4.378 -6.228 0.072 0.02 -0.019
Si 4.876 -5.975 -2.262 -0.014 -0.017 0.165
Si -3.945 -0.293 23.93 -0.046 -0.033 0.124
Si 6.555 7.177 25.688 0.017 0.071 -0.051
Si 1.394 -0.478 24.852 0.009 -0.05 -0.164
Si 2.174 4.335 24.668 -0.083 -0.002 -0.079
Si -1.247 7.713 24.529 -0.129 0.03 -0.016
Si 5.351 -2.131 -5.669 -0.009 0.057 -0.048
Si 3.307 0.181 -4.991 0.099 0.007 0.151
Si 7.55 1.788 -4.503 0.003 -0.018 -0.051
Si -3.041 -6.885 -2.84 -0.128 0.061 0.107
Si 3.566 1.671 24.806 0.09 -0.154 0
Si -1.467 0.593 24.879 0.042 0.086 -0.126
Si 0.986 -5.34 -4.982 -0.078 -0.116 0.014
Si -6.756 0.101 -2.808 -0.091 0.078 0.093
Si 7.084 -6.29 24.554 0.078 0.068 -0.039
Si 1.256 1.672 -6.702 0.074 0.062 0.038
Si 1.227 -0.562 -3.033 -0.052 0.031 0.173
Si -8.024 -6.207 -5.315 -0.079 -0.039 0.021
Si 3.362 -7.172 -4.629 0.116 -0.071 0.129
Si 5.194 5.383 -1.798 0.139 0.029 0.006
Si 5.048 5.495 -4.998 0.082 0.007 0.053
Si -4.646 -4.465 25.865 -0.1 0.105 -0.031
Si -0.234 -5.575 -2.142 -0.056 -0.054 0.221
Si -6.912 3.388 -5.988 -0.009 -0.049 -0.005
Si 1.344 -7.463 24.498 0.055 -0.066 -0.101
Si -5.149 2.367 23.545 -0.029 0.011 -0.033
Si 2.353 6.69 -6.069 0.011 0.119 -0.114
Si -6.111 -1.933 25.251 0.13 -0.108 -0.001
Si -6.441 3.517 25.805 -0.109 0.021 0.098
Si -3.619 7.684 -6.31 -0.04 -0.02 -0.015
Si 6.146 -8.139 -5.78 0.06 0.016 0.073
Si -7.933 -2.525 -1.952 -0.144 0.096 0.034
Si -8.04 5.365 23.893 0.001 0.121 -0.096
Si -2.66 -1.948 -5.174 0.131 0.084 0.02
Si -2.45 6.721 -2.353 0.019 -0.059 -0.033
Si -5.117 -6.317 -5.052 0.014 -0.043 0.097
Si 3.226 3.128 -1.822 -0.106 -0.025 -0.005
Si 6.717 -4.113 -3.933 0.013 0.026 -0.052
Si -5.152 5.617 -1.9 -0.062 -0.103 0.092
Si -1.884 4.086 -4.031 -0.07 -0.057 0.066
Si 5.097 -4.177 24.589 -0.032 -0.042 -0.07
Si 0.222 -2.505 -5.12 -0.129 0.081 0.025
Si -1.441 -6.552 -6.592 -0.057 0.051 -0.008
Si -0.841 -0.325 -6.841 -0.091 -0.099 0.076
Si -2.635 -5.831 23.956 0.055 -0.049 -0.195
Si 4.851 2.675 -4.366 -0.034 0.061 0.151
Si -3.915 -0.371 -2.923 0.066 0.012 0.217
Si 3.651 6.9 24.635 0.084 -0.02 -0.181
Si 1.368 -1.358 5.462 -0.002 -0.012 0.004
Si 4.071 1.356 5.432 -0.007 -0.006 -0.003
Si 1.37 4.055 5.44 0.007 -0.019 -0.005
Si 4.087 6.8 5.467 -0.002 -0.003 0.007
Si 1.347 9.521 5.447 0.008 0.016 -0.012
Si 4.079 12.256 5.48 0.004 0.003 0.005
Si 6.815 -1.371 5.416 0.022 -0.003 -0.016
Si 9.516 1.37 5.468 0.001 0.011 -0.001
Si 6.791 4.079 5.464 -0.004 -0.008 0.002
Si -6.787 6.799 5.435 -0.017 -0.009 -0.007
Si 6.801 9.53 5.442 -0.002 -0.009 -0.013
Si -6.805 -4.074 5.41 -0.002 0.014 -0.003
Si -4.066 -1.373 5.458 0 -0.005 0
Si -1.369 1.373 5.453 -0.005 0.004 -0.002
Si -4.078 4.087 5.434 0.004 0.017 -0.003
Si -1.378 6.819 5.439 -0.007 0.021 0.005
Si -4.097 -6.808 5.421 0.019 0.004 -0.02
Si -1.341 -4.084 5.482 -0.008 0.012 0.016
Si 2.723 0.007 6.812 -0.007 0.002 0.003
Si 5.434 2.707 6.806 0.015 0.007 -0.006
Si 2.715 5.433 6.803 0.001 0.01 -0.007
Si 5.45 8.165 6.81 0.004 -0.009 0.008
Si 2.716 10.874 6.81 0.011 0 0
Si 5.453 -2.701 6.809 -0.02 0.003 0
Si 8.156 -0.008 6.801 -0.002 0.005 -0.004
Si -5.437 2.735 6.806 -0.009 -0.013 0.003
Si -8.157 5.447 6.8 0 -0.009 0.004
Si -5.438 -8.163 6.801 -0.001 0.002 -0.002
Si -8.155 -5.429 6.791 0.001 -0.004 -0.006
Si -5.443 -2.732 6.795 0.008 -0.004 0.004
Si -2.72 0.003 6.811 -0.005 -0.006 -0.006
Si 0.003 2.717 6.81 -0.008 0.006 0.007
Si -2.72 5.442 6.799 0.007 -0.008 -0.003
Si -0.016 8.168 6.805 -0.008 0.003 -0.004
Si -2.735 -5.449 6.796 -0.007 0.013 0.002
Si 0.016 -2.72 6.827 0.01 -0.018 0.005
Si 1.357 1.357 8.17 -0.012 -0.013 0.005
Si 4.078 4.077 8.16 -0.006 -0.011 0
Si 1.35 6.798 8.154 -0.004 -0.003 0
Si 4.077 9.515 8.164 -0.01 -0.006 -0.002
Si 1.371 -4.083 8.178 0.006 0.015 0.004
Si 4.089 -1.349 8.168 0.025 0.011 0.001
Si 6.798 1.351 8.163 -0.011 -0.015 0.003
Si -6.803 4.084 8.163 0.002 0.002 0
Si 6.808 6.805 8.164 0.01 0.011 0.001
Si -6.798 -6.794 8.152 -0.006 -0.001 0.007
Si 6.803 -4.077 8.159 0.004 0.007 0
Si -6.795 -1.362 8.156 0.002 0.006 -0.003
Si -4.079 1.368 8.163 0.016 0.015 -0.004
Si -1.355 4.086 8.16 0.009 0.016 0.002
Si -4.079 6.797 8.161 0.001 -0.003 0.003
Si -1.37 -6.795 8.164 0.008 -0.003 0.001
Si -4.087 -4.088 8.159 -0.022 -0.016 0.002
Si -1.36 -1.361 8.168 -0.01 -0.008 0.003
Si -0.001 -0.003 9.526 0.003 0 0.005
Si 2.718 2.722 9.522 0 0.008 0.004
Si 0 5.443 9.523 -0.002 0.003 0.004
Si 2.712 8.154 9.517 0.008 0.004 -0.006
Si -0.002 -5.442 9.524 -0.01 0.004 -0.001
Si 2.731 -2.717 9.523 0 -0.008 -0.001
Si 5.442 0.004 9.532 -0.006 0.006 0
Si -8.16 2.717 9.518 0.005 0.004 -0.005
Si 5.44 5.44 9.515 0.008 0.003 0
Si -8.156 -8.152 9.517 -0.003 -0.007 -0.001
Si 5.436 -5.436 9.515 0.002 -0.003 0.002
Si -8.157 -2.717 9.518 0.001 0.002 -0.002
Si -5.439 0.002 9.518 -0.002 -0.003 0
Si -2.714 2.722 9.518 -0.008 -0.015 -0.003
Si -5.438 5.438 9.521 -0.008 0 0.004
Si -2.718 8.155 9.521 0.003 0 0.003
Si -5.441 -5.443 9.522 0.011 0.008 0.001
Si -2.724 -2.725 9.518 -0.001 -0.002 -0.004
Si 1.363 -1.362 10.878 -0.001 -0.005 -0.001
Si 4.076 1.364 10.882 0.009 -0.011 0.005
Si 1.36 4.082 10.88 -0.006 -0.001 -0.002
Si 4.074 6.796 10.875 -0.01 0.001 0.005
Si 1.356 9.514 10.882 -0.002 -0.003 0.001
Si 4.079 -4.08 10.884 0.007 0.011 0.002
Si 6.802 -1.36 10.882 0.002 0.001 0
Si -6.796 1.361 10.881 -0.006 -0.003 0.001
Si -9.524 4.077 10.874 0.002 -0.003 -0.001
Si -6.797 -9.517 10.871 -0.001 0.01 0
Si -9.526 -6.798 10.871 0.009 -0.004 -0.004
Si -6.798 -4.075 10.875 -0.005 -0.005 -0.004
Si -4.078 -1.359 10.877 -0.002 0.004 0
Si -1.359 1.361 10.88 -0.003 0.011 0.001
Si -4.075 4.075 10.879 0.01 0.007 -0.003
Si -1.356 6.8 10.885 0.001 -0.005 0.001
Si -4.075 9.517 10.875 -0.01 -0.004 0.003
Si -1.36 -4.081 10.88 0.001 0.003 0.005
Si 2.715 0.004 12.236 -0.003 0.006 -0.003
Si 5.435 2.722 12.24 -0.006 0.012 0.001
Si 2.716 5.44 12.243 0.001 -0.008 0.003
Si 5.427 8.166 12.229 0.007 -0.003 0
Si 2.71 10.881 12.242 -0.003 -0.01 0.002
Si 5.434 -2.715 12.238 0.009 -0.002 0.006
Si 8.16 0.003 12.239 0 -0.004 0.001
Si -5.43 2.715 12.244 -0.001 0.002 0.003
Si -8.163 5.444 12.223 0.01 0.005 -0.004
Si -5.43 -8.167 12.228 0.003 0.002 0.005
Si -8.164 -5.436 12.221 -0.006 0.007 0.001
Si -5.438 -2.716 12.238 -0.002 -0.005 0.001
Si -2.712 -0.004 12.239 -0.001 -0.002 -0.002
Si 0.001 2.721 12.237 0.004 -0.005 0.001
Si -2.709 5.427 12.237 -0.011 -0.001 0.005
Si 0.004 8.155 12.251 -0.004 -0.002 0.003
Si -2.714 -5.446 12.238 -0.001 0 -0.002
Si 0.006 -2.723 12.236 0.001 0.008 -0.005
Si 1.356 1.361 13.596 -0.01 0.007 -0.007
Si 4.068 4.073 13.601 0.014 -0.007 0.005
Si 1.36 6.79 13.617 0.004 0.001 0.004
Si 4.065 9.519 13.6 -0.001 0.006 0.004
Si 1.351 -4.08 13.608 -0.013 0.013 0.002
Si 4.067 -1.355 13.595 0.001 0.003 -0.005
Si 6.793 1.361 13.596 0.009 -0.009 0.001
Si -6.798 4.092 13.582 -0.019 0.01 -0.004
Si 6.785 6.799 13.576 -0.003 0.006 -0.002
Si -6.797 -6.798 13.564 0.005 -0.01 -0.009
Si 6.793 -4.083 13.582 0.014 -0.011 -0.005
Si 9.521 -1.354 13.597 -0.005 0.011 0.003
Si -4.061 1.354 13.606 -0.004 -0.005 0.002
Si -1.349 4.073 13.608 0.002 -0.002 -0.005
Si -4.066 6.791 13.584 0.012 -0.009 -0.004
Si -1.354 9.519 13.606 -0.006 0.001 0.002
Si -4.07 -4.078 13.588 -0.008 0.006 0.001
Si -1.34 -1.358 13.596 0.001 -0.01 -0.002
Si 0.013 0.001 14.966 0.002 0.009 -0.007
Si 2.703 2.715 14.965 0.001 -0.007 -0.008
Si 0.01 5.42 14.985 -0.011 -0.009 0.008
Si 2.713 8.159 14.975 0 0.003 0
Si -0.007 -5.437 14.978 0.002 -0.013 0.003
Si 2.705 -2.706 14.961 0.002 -0.001 -0.006
Si 5.413 0.012 14.954 0.008 0.006 0.002
Si 8.157 2.737 14.933 0.007 0.002 0.001
Si 5.426 5.444 14.943 -0.003 0.002 -0.004
Si 8.153 8.169 14.907 0.003 0.001 0
Si 5.423 10.895 14.944 0.006 0.003 0.002
Si 8.145 -2.72 14.935 -0.007 0.001 0.004
Si -5.426 -0.005 14.959 -0.005 -0.012 0.01
Si -2.686 2.699 14.973 0.003 0.002 0.004
Si -5.426 5.44 14.941 0.005 0.007 0.002
Si -2.701 8.134 14.95 -0.017 -0.003 -0.001
Si -5.436 -5.448 14.925 0 0.005 0.003
Si -2.694 -2.727 14.944 0.001 0.01 -0.005
O 4.422 1.458 26.179 0.403 0.085 -0.055
O 5.608 2.802 22.137 0.095 0.126 0.486
O 8.156 2.798 -0.465 -0.306 0.054 -0.455
O 1.565 4.583 23.193 -0.125 0.356 0.102
O -7.768 -3.734 23.028 0.025 -0.521 0.308
O -7.003 -1.496 -2.758 0.44 -0.241 -0.322
O -2.789 5.428 22.073 -0.13 0.23 0.493
O -3.808 -6.369 22.994 -0.322 -0.017 0.403
O 4.563 -3.842 23.104 0.183 0.258 0.109
O 0.962 -7.148 22.966 -0.427 -0.045 0.049
O 8.144 -5.456 25.473 -0.08 0.5 -0.25
O -8.09 0.101 22.01 0.144 0.174 0.195
O 7.479 4.428 22.874 0.172 -0.139 0.062
O 2.701 -8.083 -0.394 -0.057 -0.186 -0.09
O 4.139 -4.874 -1.325 0.036 0.138 -0.227
O 7.301 -7.426 -4.879 0.291 -0.363 0.399
O -7.961 4.062 -7.018 -0.345 0.622 0.083
O -1.691 -4.822 23.102 0.198 0.037 0.358
O 4.223 1.077 23.435 0.244 -0.496 0.123
O 6.774 -1.755 22.943 -0.631 0.021 0.026
O 2.123 0.509 -6.015 -0.142 -0.388 -0.203
O 1.715 3.538 -1.386 -0.221 -0.297 -0.59
O 6.632 4.815 -1.308 0.269 0.458 -0.442
O 7.408 -6.278 22.956 0.359 0.102 -0.212
O -1.217 7.221 23.01 0.485 -0.169 0.209
O 4.343 1.396 -5.18 0.083 0.023 -0.363
O -1.418 7.27 -1.245 -0.014 0.599 0.028
O 1.591 -1.133 23.379 0.471 0.175 0.134
O -4.107 1.177 23.282 0.548 0.039 -0.071
O 5.57 -8.063 22.166 -0.342 -0.053 0.453
O 3.998 6.444 23.115 -0.383 -0.228 0.08
O -2.625 -2.738 -0.449 -0.207 0.037 -0.588
O -4.193 -0.901 -1.409 -0.121 0.064 -0.149
O 2.504 -5.893 -5.138 0.129 0.368 -0.464
O 1.041 -1.937 -3.855 0.167 -0.384 0.161
O 0.044 5.347 -0.418 0.051 -0.077 -0.405
O 1.303 3.106 -5.946 0.293 -0.001 0.508
O -2.227 -7.849 -6.015 0.393 -0.317 0.324
O -4.037 -6.128 -3.858 -0.051 0.096 0.148
O -7.333 6.552 23.059 -0.19 0.239 0.355
O -0.286 1.173 -6.619 -0.42 0.396 0.244
O -1.608 -6.179 -2.719 -0.161 0.343 -0.39
O 2.766 -5.47 22.144 -0.093 0.056 0.489
O -1.875 5.404 -3.077 0.22 0.051 -0.077
O -4.886 4.175 -1.204 -0.184 -0.104 -0.463
O 3.608 3.077 -3.391 -0.421 0.429 -0.233
O 2.847 -8.024 24.596 0.428 0.369 0.366
O -6.335 1.998 -6.607 0.569 -0.244 0.453
O 0.024 2.77 22.142 0.029 0.044 0.448
O 2.111 0.97 24.922 -0.441 0.446 -0.065
O -4.506 3.742 23.018 0.169 0.396 0.472
O -0.889 1.181 -1.173 0.498 -0.165 0.059
O -7.697 -6.355 -6.889 0.659 0.148 -0.066
O -3.316 -5.01 25.161 0.152 -0.054 0.443
O -0.116 -6.296 -5.693 0.169 -0.298 -0.045
O -3.82 6.447 -1.532 0.118 0.115 0.695
O 5.059 5.607 -3.379 -0.101 0.371 -0.009
O 0.216 -1.456 -6.348 0.574 -0.128 -0.423
O -5.531 -2.699 22.056 0.163 -0.051 0.679
O -1.325 -2.727 -4.676 0.027 -0.581 0.24
O -2.816 -0.293 25.075 0.143 -0.546 0.747
O -6.51 2.054 22.747 -0.154 0.484 0.196
O 3.923 -3.818 25.623 -0.157 0.09 -0.157
O 4.773 6.773 -1.113 0.086 0.39 -0.368
O 5.421 -0.009 -0.416 -0.057 -0.099 -0.326
O 0.67 -5.176 -3.404 0.459 0.36 0.134
O 4.858 -3.373 -6.58 -0.173 -0.246 0.269
O -1.58 1.828 25.907 0.101 0.352 0.049
O 6.466 -3.353 24.841 0.03 0.191 0.417
O 2.053 -1.376 26.021 0.402 -0.277 -0.013
O 7.253 5.912 24.998 -0.12 -0.481 0.209
O -5.279 0.352 -3.417 0.077 0.481 -0.253
O -3.428 3.885 -4.486 -0.232 -0.546 -0.174
O 8.041 8.111 -0.49 -0.004 0.125 -0.203
O 5.571 -5.724 24.747 -0.421 -0.397 0.117
O 1.22 -0.874 -1.448 -0.307 0.332 -0.063
O -6.463 6.344 -1.308 -0.077 -0.011 -0.426
O 5.277 3.922 -5.318 0.256 -0.18 -0.663
O 7.178 -1.707 -1.27 -0.201 0.172 -0.38
O -3.434 -1.272 22.762 0.751 -0.109 -0.091
O -2.781 7.924 -3.371 0.233 -0.211 -0.758
O 5.978 -6.735 -1.337 0.145 -0.338 -0.139
O 6.238 2.219 -3.637 -0.046 0.115 0.374
O -7.013 -3.243 -0.875 0.01 0.352 0.029
O 2.745 5.723 25.252 -0.156 0.223 0.886
O -3.719 -6.976 -1.382 0.031 -0.351 -0.223
O -5.692 4.392 -5.753 -0.113 0.356 -0.006
O -1.004 4.328 -5.347 -0.071 0.267 -0.287
O 0.65 -6.572 -1.22 -0.066 -0.497 -0.332
O 5.924 -2.768 -4.313 -0.283 0.309 0.339
O -5.459 -5.333 -0.398 -0.078 -0.028 -0.243
O -4.852 -7.725 -5.8 -0.46 -0.233 -0.3
O 4.154 4.292 -1.212 0.121 -0.014 0.443
O -5.47 8.128 22.163 0.122 0.062 0.454
O -2.411 -5.257 -6.586 0.387 0.387 0.271
O -3.763 6.229 -5.608 0.166 -0.185 -0.125
O -5.658 -5.696 26.192 0.324 -0.469 -0.009
O 1.061 5.759 -5.832 -0.065 0.367 0.381
O 4.088 -1.173 -5.375 -0.068 -0.278 0.168
O -7.953 0.651 -3.725 -0.058 -0.428 -0.25
O -1.991 6.635 25.479 -0.243 -0.422 -0.27
O 0.293 7.756 25.041 0.156 -0.355 0.507
O 3.596 1.708 -1.174 -0.284 -0.254 -0.362
O 4.711 -7.455 -5.482 -0.047 0.299 -0.13
O 2.652 0.068 -3.508 0.332 0.103 0.392
O 2.726 -2.796 -0.499 -0.09 -0.051 -0.188
O 3.37 3.254 24.58 0.389 0.24 -0.006
O 1.061 3.798 25.7 -0.322 -0.432 -0.229
O -7.764 3.053 -4.655 0.111 0.374 0.404
O -1.852 -7.102 24.574 0.213 0.084 0.387
O -6.759 0.787 -1.344 0.051 -0.2 -0.005
O -5.4 -0.755 24.415 -0.142 0.492 0.081
O -6.908 4.523 24.65 0.327 -0.05 -0.353
O -5.428 -3.378 24.933 -0.138 -0.058 -0.672
O 7.545 -4.787 -5.142 0.198 0.39 -0.521
O -0.173 -0.308 25.186 0.023 -0.613 0.249
O 6.131 6.582 -5.511 0.42 -0.26 -0.207
O -7.678 -1.925 24.904 -0.454 0.559 0.238
O -4.969 -5.099 -6.101 -0.59 0.212 -0.214
O -0.098 -2.845 22.305 0.071 0.096 0.196
O -5.458 2.442 25.119 0.389 -0.464 0.29
O 3.821 -6.941 -3.067 -0.409 -0.179 0.197
O -2.211 -0.614 -6.014 -0.103 0.307 -0.016
O -6.637 -6.29 -4.488 0.073 -0.243 0.31
O -1.421 1.065 23.337 -0.224 0.015 0.107
O 0.003 0.444 -3.431 0.026 0.137 -0.463
O 7.135 -7.822 24.992 0.519 -0.037 -0.104
O 6.582 -1.321 -6.337 0.366 -0.102 0.217
O -5.264 5.526 -3.497 -0.508 0.231 -0.165
O -3.522 -2.908 -6.112 -0.511 0.384 -0.096
O 0.907 -3.864 -5.63 0.568 0.123 -0.642
O 7.057 1.252 -5.974 -0.146 0.374 -0.225
O 2.369 7.892 -4.968 -0.38 0.081 0.234
O 1.132 -6.133 25.38 -0.309 0.283 -0.37
O -3.575 -1.597 -3.905 -0.365 -0.495 -0.063
O 6.516 -7.868 -7.334 -0.249 0.073 -0.256
O 5.663 -5.199 -3.42 -0.017 -0.209 -0.294
O 7.794 -3.73 -2.816 0.332 -0.142 0.039
O -2.666 0.637 -3.008 -0.059 0.175 -0.206
O 3.672 5.833 -5.751 -0.111 -0.099 -0.096
O -0.638 -4.29 -1.247 0.349 0.166 -0.14
O -1.279 2.805 -3.263 0.092 0.265 -0.248
O 4.965 7.079 25.531 -0.276 -0.072 0.495
O -2.809 2.717 -0.372 -0.195 -0.293 -0.417

Results
total energy: -101657.288 eV
total energy less fixed offsets of O -438.25, Si -107.07 eV per atom: -4.088 eV
